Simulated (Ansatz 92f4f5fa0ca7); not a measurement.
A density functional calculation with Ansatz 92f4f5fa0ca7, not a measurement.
Periodic cell of 192 atoms, Si128O64, from a study of silicon, its oxide and their interface. The atomic structure is a simulated model.

Settings
functional: r2SCAN
potential files: Ansatz PAW
basis: plane waves
wave-function cutoff: 800 eV
density cutoff ratio: 5
exchange-correlation grid ratio: 1
k mesh: 1 x 1 x 1, shifted by 0.5 0.5 0 of a step
self-consistency stop: 1e-10 eV per atom in the density residual
occupations: fixed
spin: none
net charge: 0

Cell vectors (angstrom)
a	10.888	0	0
b	0	10.888	0
c	0	0	28.6594

Atoms and the computed forces on them: element, x, y, z (angstrom), force x, y, z (eV/angstrom)
Si	-0.5248	0.2606	0.4074	-0.028	0.0294	0.0914
Si	2.6579	2.1607	0.2369	0.0222	-0.0012	0.1213
Si	0.0321	6.0853	-0.0908	-0.0131	-0.0317	0.1178
Si	2.9092	7.9013	0.1308	-0.0097	0.0137	0.033
Si	5.192	0.2479	-0.0259	-0.0221	-0.0091	0.1248
Si	6.7527	1.3183	1.3786	0.0019	-0.0012	-0.0139
Si	4.6666	5.2259	-0.2107	0.022	0.0406	0.1707
Si	8.3934	8.0435	-0.0835	0.0025	-0.0254	0.1624
Si	1.2222	1.1383	1.666	0.002	-0.0027	-0.0072
Si	3.7798	3.8872	1.4297	-0.0055	-0.0029	-0.0103
Si	1.3772	6.933	1.5901	-0.0037	0.0016	-0.0137
Si	4.1282	9.4971	1.2835	0.0037	0.0046	-0.0072
Si	8.5763	1.7941	-0.0419	0.021	0.0125	0.1257
Si	9.8363	4.2538	1.0831	0.0102	0.0104	0.0287
Si	6.8908	6.718	1.1438	0.0094	0.0139	0.024
Si	9.3315	9.4644	1.5683	-0.0035	0.0004	-0.0117
Si	-0.0158	2.7949	2.7208	-0.003	0.0084	-0.0025
Si	2.7758	-0.1465	2.8113	-0.0033	0.0016	0.0005
Si	-0.0367	8.2333	2.8766	-0.0019	-0.0004	0.0012
Si	2.6155	5.3809	2.8232	0.0036	0.0019	0.0005
Si	5.4274	2.7485	2.6977	0.0017	0.0017	0.0023
Si	7.9864	-0.0373	2.8511	0.0014	-0.0016	0.0015
Si	5.4765	8.0614	2.5875	0.002	-0.0047	-0.0048
Si	8.3135	5.4481	2.5672	0.0028	0.0059	-0.0062
Si	1.2923	4.062	4.1952	-0.0003	-0.0005	-0.0001
Si	4.1136	1.3333	4.0838	-0.0005	-0.0011	-0.0005
Si	1.3836	9.5061	4.2077	0.0011	-0.001	0.0012
Si	4.084	6.7753	4.0307	0.0019	-0.0002	0.0005
Si	6.8674	4.1243	3.9738	-0.0002	-0.002	0.0018
Si	9.4545	1.401	4.0474	-0.0014	0.0017	-0.0001
Si	6.703	9.4251	4.1306	-0.0023	0.0027	0.001
Si	9.5279	6.771	4.1103	0.0012	-0.0015	0.0007
Si	-0.0114	0.0619	5.4129	0.0011	-0.0006	0.0003
Si	2.7304	2.692	5.4392	0.0018	0.0014	0.0006
Si	-0.0375	5.4381	5.5331	-0.0001	0	-0.0004
Si	2.7397	8.1057	5.4891	0.0003	-0.0006	0.0001
Si	5.4052	-0.0437	5.4929	0.0001	-0.0004	0.0005
Si	8.1305	2.743	5.4385	0.0006	0.0002	-0.0014
Si	5.4932	5.4555	5.3696	-0.0003	0.0003	0
Si	8.1577	8.1403	5.441	-0.0007	-0.0013	-0.0005
Si	1.3502	1.3697	6.8005	-0.0002	-0.0004	-0.0017
Si	4.1202	4.0879	6.7296	0	0.0009	-0.0013
Si	1.3707	6.783	6.8616	-0.0009	-0.0005	-0.0017
Si	4.0509	9.5081	6.8647	-0.0002	-0.0002	-0.0016
Si	6.797	1.3544	6.8098	-0.0001	0.0006	-0.0016
Si	9.4863	4.0704	6.8575	-0.0003	-0.0004	-0.0011
Si	6.8063	6.7989	6.7893	0	-0.0003	-0.0011
Si	9.5332	9.548	6.749	0.0002	-0.0005	-0.0023
Si	0.0195	2.7154	8.1749	0.0003	0	-0.0005
Si	2.6836	0.0226	8.1815	-0.0003	0.0006	-0.0006
Si	-0.0082	8.2112	8.1457	-0.0007	0	-0.001
Si	2.785	5.4141	8.1506	0.0009	-0.0013	-0.0008
Si	5.4344	2.7551	8.1415	0.0001	0.0007	-0.001
Si	8.2026	0.001	8.1443	-0.0002	-0.0006	-0.0007
Si	5.4757	8.152	8.1663	0.0001	-0.0007	-0.0006
Si	8.1349	5.4655	8.1842	-0.0007	0.0003	-0.0003
Si	1.4278	4.057	9.5008	0.0001	0.0008	-0.0012
Si	4.0596	1.4204	9.4987	0	0.0007	-0.0012
Si	1.3322	9.5588	9.5368	-0.0011	-0.0003	-0.0019
Si	4.1468	6.7712	9.5223	0.0005	-0.0009	-0.0012
Si	6.7623	4.1266	9.5385	-0.0009	0.0001	-0.0018
Si	9.5525	1.3543	9.5292	0	-0.0002	-0.0018
Si	6.8484	9.5243	9.4995	0.0004	-0.0001	-0.001
Si	9.5155	6.8495	9.4968	0.0005	-0.0004	-0.0013
Si	0.0089	0.0281	10.958	0.0003	-0.0002	-0.0003
Si	2.7733	2.7704	10.965	-0.0007	0	-0.0002
Si	0.0522	5.4675	10.7407	-0.0011	-0.0007	0.0005
Si	2.7695	8.1743	10.7696	-0.001	-0.0001	0
Si	5.4705	0.0542	10.7546	-0.0005	-0.0004	0
Si	8.1654	2.7614	10.8021	0.0008	0.0005	-0.0007
Si	5.459	5.4618	11.011	0	-0.0005	0.0014
Si	8.1708	8.1739	10.9275	-0.0007	-0.0015	0.0002
Si	1.3989	1.4131	12.3065	-0.0023	-0.0027	0.0012
Si	4.1127	4.1153	12.4424	0.0007	-0.0003	0.0038
Si	1.4448	6.7764	12.0753	-0.0002	0.0016	-0.0023
Si	4.1198	9.5778	12.0618	-0.0023	-0.0038	-0.0001
Si	6.7928	1.411	12.1268	0.002	0.0034	-0.0001
Si	9.557	4.1524	12.0713	-0.0009	-0.0028	0
Si	6.8313	6.848	12.3799	-0.0014	0.0017	0.003
Si	9.5298	9.5192	12.2985	0.002	0.0009	0.0031
Si	-0.0322	2.8506	13.5163	-0.0083	0.0064	-0.0084
Si	2.8328	-0.0137	13.5242	0.0074	-0.0053	-0.005
Si	0.1329	8.0886	13.4497	0.0051	-0.0062	-0.0057
Si	2.6694	5.5592	13.7037	-0.0062	-0.0023	-0.0058
Si	5.5505	2.6777	13.7191	-0.002	-0.0112	-0.0055
Si	8.0929	0.0619	13.523	-0.0072	0.0051	-0.0039
Si	6.32	10.1384	14.8535	0.0017	-0.0156	-0.0038
Si	8.3195	5.4412	13.6159	0.0079	0.0019	-0.0036
Si	1.2235	3.414	16.9447	0.0257	0.0323	0.1632
Si	4.5358	0.8663	14.9096	-0.001	0.0137	-0.0023
Si	2.1928	10.2302	18.13	0.0271	-0.0402	0.214
Si	3.5842	7.4602	14.8354	0.0162	-0.0025	0.0625
Si	7.5128	3.5434	14.7801	-0.0016	0.0115	0.0718
Si	9.1412	1.7685	14.699	0.0128	-0.0018	0.0039
Si	5.3913	8.3346	13.591	0.0032	0.0074	-0.0067
Si	10.1239	6.4146	14.858	-0.0038	0.0033	-0.0034
Si	-0.8714	1.0621	16.7874	0.014	0.0122	0.0337
Si	5.8241	2.4361	18.9292	-0.0408	0.0339	0.2761
Si	0.8618	4.5687	14.8981	0.002	-0.0043	0.0037
Si	5.2925	7.2349	17.5007	-0.0034	-0.0351	0.1851
Si	3.5336	1.1824	17.0806	0.035	0.0415	0.1171
Si	12.662	-1.7101	14.7254	-0.0119	-0.0004	0.0129
Si	6.2415	8.9895	23.2187	0.0515	0.0155	0.2584
Si	11.3464	9.8506	16.602	-0.0036	-0.0007	-0.02
Si	19.1472	-10.4392	18.3664	-0.0094	0.0172	0.2122
Si	-27.4282	13.9933	21.9486	0.0372	0.0638	0.3351
Si	-14.6671	0.891	23.1739	-0.0362	-0.0227	0.3287
Si	-11.8885	18.815	16.7141	-0.0158	-0.0256	0.1255
Si	-20.2504	21.9338	21.161	0.0117	0.0401	0.3211
Si	-2.5575	-24.9244	21.65	-0.0352	-0.0181	0.3175
Si	-6.2565	3.2949	25.9435	-0.0301	-0.01	0.2978
Si	2.17	14.0616	21.7607	-0.0235	0.0004	0.2936
Si	-18.4671	19.6651	22.3665	0.0061	-0.0563	0.3188
Si	-3.7841	4.7921	17.6481	0.0095	0.0052	0.1937
Si	-7.8767	6.5701	24.2205	-0.0085	-0.0107	0.3112
Si	-9.0664	-14.1343	26.7467	-0.0378	-0.0058	0.2533
Si	-21.0913	-28.337	24.1493	-0.0013	0.0069	0.2992
Si	9.3007	32.5253	21.396	-0.0174	-0.0138	0.3509
Si	11.0898	-0.6473	26.095	0.0244	-0.0107	0.2469
Si	12.1683	5.239	19.5669	0.0371	-0.0087	0.2664
Si	-15.9737	5.1673	23.7282	-0.0246	-0.0136	0.2626
Si	8.8889	-4.8	24.077	0.0163	0.0078	0.2748
Si	12.6091	-8.7344	26.001	0.0254	-0.0444	0.2683
Si	-4.1347	1.0864	26.3418	0.0022	-0.0121	0.3218
Si	19.3642	8.7071	25.5472	0.0547	0.0491	0.3207
Si	25.0736	18.5347	19.4557	-0.0061	-0.0053	0.2947
Si	-3.7268	9.5763	17.0019	-0.016	-0.0304	0.0767
Si	9.3776	-4.7078	19.2225	-0.046	0.0095	0.269
O	-13.3291	-14.6659	-8.4806	0.0502	-0.0689	-0.2042
O	-0.0099	0.0613	-7.0266	0.0159	-0.0002	-0.1084
O	-1.7647	6.7321	-6.0354	-0.0164	0.0633	-0.1964
O	1.9757	-9.1947	-7.4687	-0.0043	-0.046	-0.1037
O	-2.4593	-27.5998	-10.117	-0.0568	-0.0275	-0.1138
O	9.644	-1.0132	-3.281	-0.0512	-0.021	-0.107
O	-14.637	0.7924	-3.8523	0.019	-0.0076	-0.2655
O	4.5779	-4.6521	-4.7793	0.0294	-0.0001	-0.0959
O	-14.289	14.7784	-12.274	0.0161	-0.0252	-0.1175
O	16.2405	-8.3569	-8.1954	0.0362	-0.0477	-0.2709
O	-9.9209	3.4699	-5.8517	0.0652	-0.0508	-0.201
O	-5.0366	-6.2921	-6.4535	-0.0109	-0.0595	-0.1554
O	-4.9228	8.7	-10.9502	0.0302	0.0408	-0.0769
O	-12.8016	-1.678	-6.8764	0.0218	0.0371	-0.1143
O	8.0185	8.7086	-1.5366	0.0055	0.0249	-0.2286
O	8.1618	-9.5131	-1.5661	-0.0561	-0.0171	-0.1629
O	-6.9863	12.1234	28.3471	0.0075	0.0042	-0.071
O	20.9698	-16.7874	24.2396	-0.0099	0.0022	-0.0853
O	-11.7086	-3.7371	18.1372	0.0276	0.0711	-0.1732
O	-23.5723	-3.6435	25.2032	-0.0074	-0.0723	-0.1391
O	-15.7927	3.9714	18.4673	0.0352	0.0239	-0.1049
O	-26.7439	-0.071	27.1771	0.0457	0.0216	-0.1563
O	-3.7432	-1.9921	24.5992	-0.0958	-0.0023	-0.1852
O	-28.6835	-15.09	28.4505	0.0052	-0.022	-0.0605
O	12.53	-11.1743	19.6253	0.0249	-0.0366	-0.2829
O	-19.3202	-11.6318	22.16	-0.0423	0.0445	-0.1337
O	-8.8835	28.4614	19.5566	-0.0034	0.0026	-0.0849
O	11.7815	-15.4631	27.1597	0.035	0.0229	-0.1344
O	-15.5464	-5.3271	28.799	-0.0327	-0.0238	-0.0534
O	-6.2616	-1.9553	23.3242	-0.0366	0.0046	-0.1082
O	6.4757	27.9678	17.1681	-0.0064	0.0105	-0.0591
O	23.1225	26.3008	18.1237	-0.0107	-0.0716	-0.1899
O	-1.2745	7.0113	28.2728	-0.0008	0.0145	-0.078
O	10.6091	-16.3199	19.9986	-0.0084	0.0083	-0.0993
O	23.7177	16.2418	24.2244	-0.0081	-0.018	-0.0953
O	-2.5083	30.3168	16.6399	0.0043	-0.0005	-0.0451
O	18.124	12.5656	18.7245	0.0425	-0.046	-0.0919
O	6.788	18.7491	22.1803	0.044	-0.0225	-0.1292
O	-3.5663	16.4695	24.1832	-0.0097	-0.0013	-0.086
O	8.9937	3.3708	28.6341	-0.0192	-0.0256	-0.0536
O	-4.4422	10.4459	22.5781	0.0027	0.0054	-0.1028
O	22.8246	-2.0277	25.9985	-0.0224	0.0266	-0.1073
O	15.0624	28.9272	16.341	-0.0431	0.0123	-0.1195
O	4.3815	4.4789	27.0311	0.0039	-0.0625	-0.191
O	0.0272	-8.5317	17.3269	-0.0152	-0.0137	-0.0626
O	-7.9099	-3.7174	25.7206	0.064	-0.0575	-0.2386
O	14.1745	2.4334	25.5722	0.0097	0.0067	-0.0977
O	16.6939	-8.5178	26.5361	-0.0157	0.028	-0.1009
O	-0.0289	10.4944	27.6608	0.0306	-0.0379	-0.1842
O	2.4451	29.4227	23.1469	0.0095	0.0825	-0.1658
O	-8.3153	13.3904	16.8797	-0.0012	-0.0052	-0.0532
O	-2.3301	0.9088	22.4277	0.0745	-0.0314	-0.1594
O	-17.078	1.6063	18.1448	-0.0685	-0.0449	-0.1291
O	-18.0744	8.23	20.9065	-0.0077	-0.0443	-0.24
O	-16.4923	14.8423	24.6505	0.0528	0.0666	-0.2008
O	-10.1336	14.1581	25.3694	-0.0351	0.0789	-0.154
O	8.8886	21.8285	19.8413	-0.0543	0.0286	-0.3042
O	3.6701	24.9651	22.3888	-0.0234	-0.0171	-0.113
O	15.4547	-4.0634	18.8883	0.0476	0.0024	-0.1259
O	-9.1803	2.4613	27.5989	-0.0253	0.0029	-0.1885
O	17.0411	13.0114	22.8468	-0.0425	0.0431	-0.1401
O	46.5975	19.745	18.405	-0.0338	0.0778	-0.1255
O	23.8407	-17.4791	20.6154	-0.0389	0.0759	-0.1756
O	-20.6834	0.6665	25.6152	0.0123	0.0234	-0.0944

Results
free energy: -118371.814 eV
free energy less fixed offsets of O -570.45, Si -639.56 eV per atom: 0.666 eV

The program warned: the cutoff lies below the one the program advises for these potential files; the forces do not sum to zero within the program's tolerance; empty levels may hold ghost states of the PAW files; the exchange-correlation potential is rough where the density is thin.
